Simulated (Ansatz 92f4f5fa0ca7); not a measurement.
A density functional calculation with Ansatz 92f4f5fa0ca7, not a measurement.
Periodic cell of 193 atoms, Si117O76, from a study of silicon, its oxide and their interface. The atomic structure is a simulated model.

Settings: functional PBE; potential files Ansatz PAW; basis plane waves; wave-function cutoff 700 eV; density cutoff ratio 5; exchange-correlation grid ratio 2; k mesh 2 x 2 x 1, shifted by 0.5 0.5 0.5 of a step; self-consistency stop 5e-08 eV per atom in the density residual; occupations Fermi-Dirac, 0.05 eV; spin none; net charge 0.

Cell vectors (angstrom)
a	11.5654	-0.0603	0.0443
b	-0.1453	11.4663	-0.0828
c	4.343	3.8509	25.1736

Atoms: element, x, y, z (angstrom)
Si	2.0857	0.7455	2.0888
Si	0.117	7.4957	-2.6684
Si	-0.458	8.9544	0.212
Si	4.2524	-0.149	1.2384
Si	5.7911	2.421	3.5411
Si	3.6661	9.142	0.5146
Si	7.3117	-1.7412	-2.0861
Si	9.2707	3.4593	-0.5033
Si	7.4658	7.8277	0.1037
Si	0.2721	0.6406	0.6345
Si	2.2123	4.4723	1.8733
Si	1.6848	6.5541	2.9114
Si	4.9402	1.9925	-1.2166
Si	4.4098	4.4638	0.6826
Si	5.3699	7.3549	1.0516
Si	9.7236	1.3457	1.5222
Si	9.5639	2.7777	3.3889
Si	9.1333	10.3167	2.9449
Si	1.9317	2.7649	3.3123
Si	1.6959	8.3774	1.7126
Si	1.6767	10.2275	3.1449
Si	6.1238	4.1502	2.2634
Si	5.564	6.2447	3.1505
Si	5.3047	11.4078	3.302
Si	8.5458	4.5495	2.1928
Si	9.3105	6.5889	3.1337
Si	9.2997	8.3302	1.7018
Si	-0.111	2.6671	4.6594
Si	-0.2353	6.6102	4.3585
Si	-0.4601	10.4501	4.3101
Si	3.7409	2.7434	4.7686
Si	3.5471	6.5458	4.4622
Si	3.4694	10.4852	4.5903
Si	7.5485	2.6534	4.7651
Si	7.5166	6.5842	4.5732
Si	7.2283	10.4516	4.482
Si	-0.237	0.8874	5.8774
Si	-0.2834	4.7161	6.0367
Si	-0.4185	8.4988	5.7665
Si	3.5207	0.8685	6.1492
Si	3.5857	4.5404	6.0505
Si	3.5443	8.6454	5.867
Si	7.5292	0.7037	6.0767
Si	7.2808	4.9011	6.0301
Si	7.3006	8.5783	6.092
Si	1.6327	0.7757	7.2949
Si	1.6292	4.7925	7.3324
Si	1.6252	8.6431	7.2166
Si	5.6135	0.9149	7.4844
Si	5.5033	4.715	7.4296
Si	5.412	8.5117	7.371
Si	9.284	0.7459	7.4553
Si	9.3375	4.6497	7.4588
Si	9.1653	8.4271	7.2823
Si	1.705	2.6896	8.8748
Si	1.5679	6.7195	8.5923
Si	1.5664	10.3638	8.5788
Si	5.5925	2.8851	8.8601
Si	5.4086	6.6423	8.7319
Si	5.2843	10.3608	8.6875
Si	9.2428	2.7958	8.8984
Si	9.3301	6.619	8.8075
Si	9.0663	10.3271	8.6474
Si	-0.1092	2.7385	10.1578
Si	-0.2544	6.5915	10.0946
Si	11.1345	8.4217	11.5384
Si	3.5351	2.794	10.2508
Si	3.4303	6.8051	9.9863
Si	5.4161	0.994	13.1017
Si	7.3609	2.8591	10.1494
Si	7.4626	6.5943	10.0897
Si	7.104	10.4069	10.2338
Si	11.3306	0.7174	11.3465
Si	11.0104	4.1156	14.4725
Si	5.0258	5.5883	12.546
Si	3.3975	10.4791	10.2511
Si	3.1138	4.8374	11.2927
Si	5.0567	7.8605	12.6726
Si	7.2504	0.9968	11.6953
Si	7.0753	4.7976	11.3165
Si	7.1923	8.6962	11.364
Si	5.59	9.9155	14.9537
Si	3.3252	8.6107	11.3481
Si	3.3733	12.293	11.6681
Si	11.2945	-1.2176	9.9884
Si	9.1619	9.1838	12.838
Si	9.3062	11.7458	12.6416
Si	10.6012	12.4305	14.4133
Si	4.8982	3.6307	14.9172
Si	13.0359	9.1203	12.8464
Si	7.9561	1.1614	18.1414
Si	8.4489	5.2854	14.1457
Si	12.2187	4.5777	11.3583
Si	10.072	11.0648	17.2876
Si	2.1096	4.7391	16.0583
Si	12.8518	7.5542	19.9481
Si	7.1395	4.0623	16.8141
Si	12.927	7.7732	15.8552
Si	8.411	8.2332	14.807
Si	6.1925	9.1913	22.5321
Si	7.0393	8.984	19.7409
Si	8.6433	10.3988	21.847
Si	12.8033	9.7195	18.0384
Si	7.7054	4.7332	21.4348
Si	13.6481	4.0271	21.8085
Si	13.0176	-0.0278	12.904
Si	17.2106	1.2535	20.1892
Si	4.6804	4.122	20.6091
Si	11.5413	10.6491	22.5
Si	8.1372	6.1738	18.8229
Si	11.8941	6.5179	22.4849
Si	4.9667	7.1666	24.4261
Si	9.7842	8.0523	16.7468
Si	13.9758	4.8774	19.1495
Si	13.796	9.8946	20.7361
Si	5.8067	11.0378	17.5828
Si	8.6295	1.9226	22.658
O	5.338	7.9203	25.8701
O	3.3543	7.548	23.9522
O	8.6918	12.0475	21.6923
O	10.6607	5.7919	23.1455
O	9.1412	4.6293	0.672
O	9.0845	2.0297	0.2768
O	4.4471	3.4263	-0.7012
O	8.9113	0.0008	1.8099
O	0.7426	4.3216	15.6267
O	11.8308	4.2257	12.8568
O	10.0231	5.2252	14.547
O	8.2	4.7465	12.6915
O	-0.5286	8.5672	-1.4428
O	0.7346	1.7463	-0.6638
O	16.8923	12.1854	21.4893
O	6.0429	7.5938	23.1673
O	7.9378	2.7951	17.5352
O	16.6385	2.5922	19.8954
O	4.8166	0.8622	-0.0712
O	8.1687	5.5718	22.8127
O	5.8838	9.1158	20.9021
O	13.3807	6.3108	19.0268
O	8.1304	3.7621	-1.5996
O	9.6865	9.381	17.2531
O	-1.0404	6.9695	-3.6493
O	7.378	-2.1795	-0.394
O	13.4435	8.9385	16.8427
O	3.2988	4.018	15.1481
O	15.2671	3.7974	21.9179
O	5.7131	-0.328	13.9759
O	7.151	9.2397	15.3146
O	11.9984	8.618	18.9488
O	4.9363	10.1849	16.4349
O	5.3257	4.8688	14.1072
O	7.8624	6.8015	14.3794
O	11.7715	10.9982	17.6221
O	4.9185	8.6082	14.2978
O	5.0435	2.2119	14.2298
O	0.7057	6.249	-1.8745
O	7.6817	6.7795	-1.0779
O	9.5556	0.648	18.2296
O	12.8386	3.0409	22.7916
O	7.9648	3.1271	21.7182
O	5.698	3.5885	16.4948
O	-0.144	10.654	0.0165
O	12.439	0.7981	14.124
O	16.5031	11.5796	18.7701
O	7.8329	4.2943	15.4058
O	13.8133	10.4614	19.1161
O	11.3593	7.5368	16.2908
O	8.4788	5.2445	20.1559
O	12.5283	9.837	21.4525
O	9.3048	6.835	17.8698
O	2.2733	4.293	17.5201
O	2.0416	6.5174	15.9138
O	7.1545	8.4175	-3.1249
O	6.034	4.9085	21.1333
O	13.2867	3.8609	20.1244
O	10.119	9.9176	22.3498
O	7.4768	9.6423	22.9393
O	7.2657	1.3717	19.518
O	7.2666	7.4041	19.537
O	10.41	14.0531	14.686
O	6.4595	9.581	18.3086
O	14.224	8.2056	20.4756
O	8.393	9.7075	20.3902
O	7.9505	1.7653	23.9819
O	10.1324	2.7192	22.7712
O	10.0696	11.6041	15.8462
O	13.0655	8.3838	14.3212
O	15.5211	5.0388	19.5363
O	4.7197	6.0073	0.2282
O	7.2213	5.2215	17.7088
O	13.3054	5.4848	22.2461
O	6.9443	11.7841	17.0254
O	11.6487	7.1176	21.0025

Results
free energy: -117585.889 eV
free energy less fixed offsets of O -569.03, Si -635.61 eV per atom: 26.761 eV
pressure: 2.28 GPa
stress xx, yy, zz, yz, xz, xy (GPa, positive in tension): -2.37, -3.52, -0.94, -0.16, 0.44, -1.05

Forces (eV/angstrom), in the order of the atoms: element, x, y, z
Si	0.7336	-0.255	-0.6095
Si	-2.8735	2.2539	1.6029
Si	1.9212	0.9954	-0.8508
Si	0.4438	2.1613	-0.4447
Si	-2.5758	-2.1929	0.6594
Si	0.0541	-0.8251	-1.3075
Si	-4.3687	-1.4396	2.2068
Si	-4.7801	0.6959	3.37
Si	0.2038	0.0703	2.8902
Si	1.0121	3.2997	-0.1959
Si	-0.8876	0.1821	-2.1049
Si	0.4513	-1.8747	1.6626
Si	-2.3699	-1.0438	-0.4352
Si	0.3354	-1.154	-0.9933
Si	-0.6851	-0.4532	-0.1686
Si	2.2903	-0.2579	2.2249
Si	-1.0328	-0.0357	0.0864
Si	-0.803	0.322	0.1032
Si	-0.2466	-1.0826	1.0772
Si	-0.5825	2.1852	-2.5127
Si	-1.1247	0.3239	0.8233
Si	0.3245	1.1019	-1.437
Si	-0.0651	0.8377	1.3155
Si	-0.1626	-0.1475	-0.666
Si	0.3474	0.2683	0.3582
Si	0.6345	-1.0825	0.7795
Si	-0.8555	0.3196	-1.3671
Si	0.5307	3.0929	-0.9485
Si	-0.3352	-0.9609	0.5512
Si	0.3859	-0.2445	0.2409
Si	0.2957	-1.1721	-0.5986
Si	0.3675	-0.1235	0.7302
Si	0.5572	1.2451	-0.3164
Si	2.0394	0.7427	1.9297
Si	-1.4251	2.0921	0.0638
Si	0.3263	-0.6442	-0.532
Si	-0.9068	-2.2837	1.6333
Si	-0.0373	-0.2189	-1.2354
Si	0.138	0.7578	0.3728
Si	1.7008	0.0254	-0.5395
Si	-0.1955	2.2885	0.1439
Si	0.6631	-1.9907	0.1598
Si	-0.9242	1.1336	-0.1435
Si	2.0825	-2.414	0.1668
Si	-0.7983	-0.6254	-2.5695
Si	-0.7079	0.9785	1.4299
Si	0.3095	-1.4153	0.8124
Si	-0.7249	-1.6284	-1.4374
Si	-0.8406	-0.5858	-0.254
Si	-1.006	0.2936	0.0135
Si	-0.7194	-0.2308	-0.5479
Si	1.5486	1.109	0.2227
Si	-0.7096	0.6129	-0.5284
Si	1.7162	0.1036	0.4711
Si	0.1081	0.0646	-2.7762
Si	0.0911	0.5245	-0.1416
Si	-0.1273	1.2751	1.6886
Si	-2.0811	-0.9555	-0.9033
Si	0.6008	0.0013	0.4947
Si	-0.0458	1.4546	1.1777
Si	2.0087	-0.6669	-0.7059
Si	0.6963	-0.6487	-0.7214
Si	0.6731	-0.3392	1.4089
Si	-1.6178	0.5673	-0.3246
Si	0.121	-0.1088	0.3992
Si	-0.1249	1.2828	0.212
Si	1.0008	-0.4253	0.0375
Si	-0.1764	-1.1718	-0.6394
Si	-0.7883	1.2072	0.7967
Si	0.7233	-0.8801	1.7467
Si	-0.9422	2.1377	-0.5023
Si	-0.1062	3.8811	-3.2043
Si	0.0359	-1.5787	-0.0865
Si	8.5172	-4.3167	-0.5031
Si	0.2116	-2.4416	1.1769
Si	0.4608	1.1811	-2.8222
Si	-0.0372	0.4538	0.0592
Si	1.0741	2.9819	1.6303
Si	1.5513	-0.2099	-0.4671
Si	0.1095	0.0936	2.8103
Si	0.2087	-4.7235	3.5387
Si	1.9462	-2.3831	1.0952
Si	-0.5684	-0.9814	1.9335
Si	-0.7345	0.6643	0.1356
Si	-0.62	-0.0898	0.016
Si	0.196	0.7172	-1.6703
Si	-0.4713	-0.9196	-0.5845
Si	0.0999	-0.0119	1.9463
Si	-1.559	-0.4302	5.0136
Si	-0.2741	-1.6239	0.0166
Si	2.7019	6.1126	-1.5607
Si	-2.3338	-0.5639	3.8757
Si	-0.0308	0.4364	-0.8592
Si	6.3382	-5.42	-0.6095
Si	4.4256	3.4406	-1.5995
Si	-1.5718	-0.4305	-2.1437
Si	2.2904	-6.4348	-2.3123
Si	-3.4074	3.806	-1.0785
Si	-0.2811	2.2965	1.8884
Si	-10.5392	-7.4459	-2.1798
Si	-1.1906	0.3064	-1.873
Si	-0.1079	-0.575	0.3467
Si	-1.8141	2.9949	1.691
Si	-1.7541	-0.785	2.8252
Si	0.3785	-1.201	-1.9141
Si	1.0071	0.3594	-2.963
Si	4.049	-4.5454	-8.2841
Si	2.2322	0.8086	-0.8231
Si	0.7649	1.0497	0.1389
Si	-1.2322	0.3404	-1.0826
Si	2.991	-0.3455	-0.1764
Si	0.8372	2.2879	-1.7056
Si	1.8409	-11.4192	-4.0422
Si	0.6169	-1.1861	-4.73
Si	8.4259	-0.6968	-6.5729
Si	-5.6215	-9.0827	2.5489
Si	3.5378	4.1629	-5.0853
O	0.0762	0.0101	-0.533
O	7.6851	0.3171	-2.0826
O	-0.8295	-1.9117	0.4514
O	0.7146	-0.4236	0.0343
O	-0.0345	-0.4003	-1.0163
O	-1.7357	1.3781	-2.8431
O	0.2889	2.3149	2.241
O	-0.6085	-2.1769	1.0625
O	-7.4359	-1.5772	-4.3265
O	-1.9248	-0.2771	4.5496
O	-2.8149	3.9194	-0.0537
O	-0.7552	-0.5407	-2.0779
O	0.8498	-1.5037	-0.456
O	-0.6587	-2.8548	1.4255
O	0.3032	-1.9913	5.2936
O	-1.8708	1.7251	0.9533
O	0.604	-2.2828	0.4581
O	-2.8899	6.3477	0.0991
O	0.1601	-1.2832	1.6595
O	-1.0323	-1.1694	-2.0744
O	0.1365	0.6199	1.2551
O	-1.7441	1.9837	0.4474
O	-1.1942	-0.4764	-0.8531
O	-0.7799	12.0601	4.6342
O	-0.3816	0.0284	0.0622
O	-0.1276	2.6606	-3.4
O	1.6843	0.3078	-0.9788
O	-0.4147	-0.0068	0.5794
O	-0.6156	-0.4778	0.2356
O	0.2421	-0.5563	0.7348
O	-0.2403	0.7895	-0.8971
O	0.4928	-1.2132	1.119
O	0.3323	1.757	-0.8295
O	1.585	3.2837	-3.5188
O	-0.5164	-2.3787	-1.0656
O	-1.1373	-1.4345	0.2608
O	-0.8469	-1.5352	-2.5119
O	0.702	-1.8351	-1.5352
O	0.6821	0.0513	-0.1648
O	0.4447	-1.5062	-2.5062
O	-4.1639	2.5214	3.2941
O	2.0844	1.2531	-0.6928
O	-0.7666	-0.4157	0.025
O	-4.7235	-0.8756	-3.1176
O	-0.8952	-3.42	-0.5468
O	-2.4089	0.9181	3.4064
O	-0.8903	3.0479	3.4439
O	1.7429	1.6031	-3.7993
O	0.039	-0.542	1.7507
O	-1.9443	0.7409	0.0598
O	1.197	0.7521	-2.3292
O	-7.5967	0.853	4.9693
O	-0.0355	0.2891	0.1169
O	0.998	0.065	5.1068
O	3.7302	-6.9037	0.3464
O	0.8603	-2.4349	0.1749
O	0.6841	-0.8666	-0.0078
O	-1.0176	-1.5028	3.5161
O	-0.6336	0.0765	0.1713
O	12.3868	5.7471	0.9507
O	-2.0339	-0.9419	3.3842
O	0.7629	-1.1274	-0.738
O	-0.3307	-0.0782	-0.3909
O	1.0563	0.8285	1.3441
O	-0.3377	2.4352	1.3409
O	-0.3525	0.2964	-0.0081
O	-2.3205	-1.5826	6.2471
O	1.0122	-0.958	0.9196
O	0.4523	1.951	-5.5345
O	-0.1038	0.1904	-0.0798
O	1.6059	-0.8234	0.9945
O	-0.1666	0.7644	-0.5712
O	1.3302	7.5238	6.5037
O	-2.3698	2.972	0.9814
O	5.0873	3.058	-3.7208
O	0.2861	-0.1185	0.2984

The program warned: the cutoff lies below the one the program advises for these potential files.
